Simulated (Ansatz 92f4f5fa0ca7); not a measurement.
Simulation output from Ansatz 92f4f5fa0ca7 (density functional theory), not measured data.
Periodic cell of 213 atoms, Si132O79H1N1, from a study of silicon, its oxide and their interface. The atomic structure is a simulated model.
Doubt: the cutoff is far below the 930 eV that the study's wrapper takes by default for these files, so forces and energies are approximate.

Settings: functional PBE; potential files Ansatz PAW; basis plane waves; wave-function cutoff 580 eV; density cutoff ratio 5; exchange-correlation grid ratio 1; k mesh 1 x 1 x 1, Gamma-centred; self-consistency stop 5e-08 eV per atom in the density residual; occupations fixed; spin none; net charge 0.

Cell vectors (angstrom)
a	10.938	0	0
b	0	10.938	0
c	0	0	31.5625

Atoms: element, x, y, z (angstrom)
Si	-0.5639	0.5925	24.0578
Si	6.1472	-0.5265	23.9573
Si	2.3415	3.2014	24.3782
Si	8.6382	2.4113	24.2678
Si	0.5148	4.8555	24.1572
Si	5.1605	5.7188	24.246
Si	3.3158	7.5081	24.1046
Si	7.7651	8.6178	24.1917
Si	1.3029	1.3529	25.3645
Si	6.8789	1.284	25.363
Si	4.0714	4.144	25.6152
Si	9.6869	4.0557	25.5225
Si	1.4392	6.7398	25.3461
Si	6.8314	6.8535	25.4567
Si	4.2047	9.4913	25.1524
Si	9.5644	9.6414	25.3233
Si	2.7709	-0.0611	26.6368
Si	8.223	-0.0212	26.8105
Si	0.0567	2.6832	26.8718
Si	5.503	2.6812	26.7582
Si	2.7032	5.4961	26.901
Si	8.2349	5.4641	26.762
Si	0.0241	8.2033	26.6712
Si	5.4547	8.2266	26.7841
Si	4.1018	1.3673	28.1442
Si	9.5708	1.3673	28.1442
Si	1.3673	4.1018	28.1442
Si	6.8362	4.1018	28.1442
Si	4.1018	6.8362	28.1442
Si	9.5708	6.8362	28.1442
Si	1.3673	9.5708	28.1442
Si	6.8362	9.5708	28.1442
Si	0	0	29.5115
Si	5.469	0	29.5115
Si	2.7345	2.7345	29.5115
Si	8.2035	2.7345	29.5115
Si	0	5.469	29.5115
Si	5.469	5.469	29.5115
Si	2.7345	8.2035	29.5115
Si	8.2035	8.2035	29.5115
Si	1.3673	1.3673	30.8787
Si	6.8362	1.3673	30.8787
Si	4.1018	4.1018	30.8787
Si	9.5708	4.1018	30.8787
Si	1.3673	6.8362	30.8787
Si	6.8362	6.8362	30.8787
Si	4.1018	9.5708	30.8787
Si	9.5708	9.5708	30.8787
Si	2.7345	0	0.6835
Si	8.2035	0	0.6835
Si	0	2.7345	0.6835
Si	5.469	2.7345	0.6835
Si	2.7345	5.469	0.6835
Si	8.2035	5.469	0.6835
Si	0	8.2035	0.6835
Si	5.469	8.2035	0.6835
Si	4.1018	1.3673	2.0507
Si	9.5708	1.3673	2.0507
Si	1.3673	4.1018	2.0507
Si	6.8362	4.1018	2.0507
Si	4.1018	6.8362	2.0507
Si	9.5708	6.8362	2.0507
Si	1.3673	9.5708	2.0507
Si	6.8362	9.5708	2.0507
Si	0	0	3.418
Si	5.469	0	3.418
Si	2.7345	2.7345	3.418
Si	8.2035	2.7345	3.418
Si	0	5.469	3.418
Si	5.469	5.469	3.418
Si	2.7345	8.2035	3.418
Si	8.2035	8.2035	3.418
Si	1.3979	1.3935	4.7143
Si	6.8178	1.3771	4.8433
Si	4.0837	4.0951	4.6874
Si	9.5295	4.1862	4.8812
Si	1.3304	6.8453	4.7987
Si	6.8433	6.8269	4.8173
Si	4.112	9.5492	4.8487
Si	9.46	9.6553	4.7017
Si	2.6745	-0.0141	6.156
Si	8.2028	0.0463	6.2524
Si	0.1529	2.8829	6.0829
Si	5.3304	2.7131	6.1237
Si	2.8119	5.4877	6.0733
Si	8.1179	5.5229	6.4056
Si	-0.2111	8.2046	6.0032
Si	5.481	8.1663	6.232
Si	3.449	1.8523	7.3665
Si	10.263	0.965	7.0473
Si	2.0006	3.7471	7.3934
Si	6.2264	4.4174	7.4536
Si	4.586	6.2807	7.3991
Si	8.9283	7.577	7.4614
Si	0.7724	9.9767	7.14
Si	7.0754	9.2781	7.5537
O	0.7036	9.5816	8.7713
N	2.3532	4.1148	9.1366
O	10.5829	1.4389	8.6423
O	6.372	9.6773	9.0374
O	3.3179	1.6005	9.0358
O	3.986	6.4795	8.9492
O	6.3002	3.6807	8.973
O	9.6002	7.7472	9.0114
O	3.1403	2.829	22.9527
O	6.2217	10.7361	22.2939
O	8.095	3.2444	22.9307
O	0.0062	4.9737	22.5526
O	8.1289	8.1952	22.6121
O	2.6761	7.6788	22.5613
O	5.8713	4.8103	23.014
O	10.768	11.1877	22.4629
Si	7.0482	0.1685	20.9166
Si	6.9723	2.4025	14.7039
Si	6.7774	2.413	9.901
Si	3.1756	3.6621	21.561
Si	-3.1715	7.2057	21.3645
Si	-0.6306	9.1148	9.6014
Si	10.0601	11.3879	21.0001
Si	3.98	3.0164	14.6966
Si	4.825	-6.284	18.1244
Si	7.299	4.2989	12.3464
Si	-2.0138	7.8472	16.6914
Si	5.7654	10.4573	10.356
Si	3.4369	-1.7214	12.0821
Si	7.2791	10.52	13.1704
Si	16.0925	-3.8302	19.7097
Si	14.0262	0.2103	14.313
Si	7.1744	4.3236	22.1427
Si	0.5585	4.8232	21.0152
Si	2.8353	2.7476	10.1138
Si	11.2925	1.0258	14.8818
Si	9.4673	1.0366	9.7474
Si	15.2143	15.4643	12.0474
Si	5.0659	8.9644	14.5311
Si	11.5494	8.0158	12.1717
Si	10.1757	5.2687	12.7405
Si	9.8296	9.4526	14.2399
Si	5.6693	2.6973	19.9447
Si	8.8362	9.116	19.5035
Si	2.7357	6.688	21.2682
Si	9.3525	2.7517	16.5747
Si	11.1976	2.3034	11.9465
Si	-0.1598	2.8095	19.1021
Si	2.7589	5.7119	9.7334
Si	-0.4448	-5.5159	15.9622
Si	5.9072	-3.8939	16.8621
Si	2.0484	3.9081	17.1049
O	19.0479	1.7614	9.2292
O	16.7841	5.0426	12.111
O	9.3633	4.3704	16.4744
O	4.1287	-0.7613	15.116
O	12.6179	3.6267	20.9326
O	1.2697	6.2708	20.6467
O	10.8391	3.8591	12.265
O	-0.4859	4.2499	19.8834
O	-1.4382	-8.5563	18.1554
O	4.3004	9.7874	10.7871
O	3.4608	5.2805	21.7705
O	10.8861	1.5881	20.179
O	-4.1886	3.5837	20.7625
O	-2.886	5.6546	21.7675
O	13.6699	10.4611	12.8775
O	3.2772	5.5943	11.3084
O	8.4908	11.8082	21.2845
O	10.3244	5.513	14.3408
O	1.4436	6.6592	9.4882
O	4.082	3.1687	11.1233
O	11.4028	12.4462	13.3384
O	8.8436	-0.8652	13.0993
O	11.11	8.6276	13.6318
O	7.015	1.1022	13.7164
O	5.4963	2.8052	15.2786
O	7.2741	3.0342	11.3221
O	4.1906	2.8757	20.5965
O	14.7772	4.2385	13.6079
O	5.7386	12.0819	10.0455
O	-4.7392	7.4391	20.9165
O	10.6887	8.8848	11.1324
O	5.1747	-3.1653	15.6154
O	5.2142	5.4994	19.4633
O	12.77	0.4909	15.3098
O	-2.3311	5.2952	12.1963
O	3.6322	7.478	20.1558
O	11.0592	6.4554	12.0407
O	8.7733	-3.3331	20.1373
O	8.9586	8.5242	15.226
O	-0.7479	6.8225	16.7349
O	6.1097	1.1396	20.0049
O	7.4221	-1.0884	19.9282
O	2.9002	3.1658	15.9106
O	5.4155	-5.4614	16.843
O	7.9779	2.1416	15.9631
O	10.315	-0.2309	15.1377
O	6.729	10.3087	11.6613
O	12.0116	4.9977	16.3814
O	1.16	2.9601	18.1155
O	10.6855	2.2456	15.7581
O	6.5497	9.5286	14.2307
O	3.1947	-6.323	18.0289
O	7.5216	7.0335	16.7631
O	5.5244	3.1926	18.3787
O	5.4878	7.802	18.2661
O	-1.9151	-1.9843	17.8918
O	1.6087	2.2032	11.0478
O	10.0694	9.999	20.1221
O	2.1939	-2.7445	11.8029
O	4.4341	8.4254	13.1204
O	9.2209	-0.5844	9.6455
O	7.4832	14.6345	13.8504
O	3.6979	1.6458	13.8794
O	9.9482	1.567	11.1991
H	0.5953	6.2543	9.7659

Results
free energy: -129241.259 eV
free energy less fixed offsets of H -15.97, N -385.13, O -568.88, Si -635.61 eV per atom: 1.881 eV

Forces (eV/angstrom), in the order of the atoms: element, x, y, z
Si	0.0122	0.0401	-0.0383
Si	0.0089	-0.0267	-0.0312
Si	-0.0248	-0.004	-0.1264
Si	-0.0887	-0.0639	-0.152
Si	0.0218	-0.0275	-0.0089
Si	-0.0837	-0.07	-0.0436
Si	0.0414	-0.0034	-0.0133
Si	-0.0081	0.0087	-0.132
Si	0.0305	-0.0641	0.0366
Si	0.0168	0.0351	0.0136
Si	0.0845	0.0245	0.0286
Si	0.0559	0.1005	0.0152
Si	-0.0361	0.011	0.0813
Si	0.0336	0.0083	-0.0125
Si	-0.0004	0.0299	0.0297
Si	0.054	-0.0166	0.0542
Si	-0.0021	0.0042	-0.0099
Si	-0.0137	0.0149	-0.0503
Si	-0.0171	-0.0277	-0.0543
Si	-0.0185	-0.0192	-0.0182
Si	-0.028	0.0137	-0.1218
Si	-0.0107	-0.0164	0.0052
Si	0.0168	-0.0009	-0.0167
Si	-0.0109	0.0058	-0.0546
Si	-0.0927	-0.3728	-0.5568
Si	-0.0685	-0.1474	0.5039
Si	0.0279	-0.151	0.9011
Si	0.1716	-0.1825	-0.285
Si	-0.0024	0.4922	0.5096
Si	0.2332	0.239	-0.424
Si	0.2137	-0.1552	-0.7433
Si	-0.0536	-0.0113	0.2243
Si	-0.0793	0.0698	-0.0159
Si	-0.0175	-0.0427	0.0334
Si	-0.0858	0.0834	0.017
Si	0.041	0.0047	0.0378
Si	0.0046	-0.0787	0.0354
Si	-0.0242	0.0476	-0.0347
Si	0.093	0.0193	0.0479
Si	-0.0474	0.0358	-0.0048
Si	0.0467	-0.0473	0.0102
Si	-0.0165	0.0527	-0.0342
Si	0.0339	-0.0855	0.0048
Si	-0.023	0.0353	-0.0209
Si	0.0132	0.0354	-0.03
Si	0.0488	-0.0517	0.01
Si	-0.0746	-0.0214	-0.0123
Si	0.0781	-0.0287	0.0011
Si	0.0462	0.0159	0.0331
Si	-0.0363	0.0458	0.0191
Si	-0.0492	0.0768	-0.0269
Si	0.0587	-0.0585	0.0331
Si	-0.0562	0.0237	0.0268
Si	0.027	-0.0603	0.034
Si	-0.042	-0.0262	0.0265
Si	-0.0767	0.1105	-0.0229
Si	-0.0606	0.0994	-0.0412
Si	0.1596	0.0134	-0.025
Si	-0.035	-0.1853	-0.0151
Si	0.0187	0.0742	-0.028
Si	0.0735	-0.0183	0.0086
Si	0.0393	0.0589	-0.0058
Si	0.0033	0.0105	-0.0012
Si	-0.0773	-0.2059	-0.035
Si	-0.1383	0.3179	-0.3292
Si	0.0389	-0.0979	0.4156
Si	0.1436	-0.0718	-0.988
Si	-0.0336	0.2344	0.6495
Si	-0.2531	0.0079	0.2132
Si	0.2844	0.0709	-0.2255
Si	-0.0649	0.0877	0.3556
Si	-0.381	-0.1441	-0.365
Si	-0.0666	-0.0653	0.0936
Si	0.0195	-0.0042	0.021
Si	0.0197	0.0286	0.0561
Si	-0.0188	0.033	-0.0024
Si	0.0021	-0.0101	0.0235
Si	0.0285	0.0041	0.0197
Si	-0.0345	0.0144	-0.0204
Si	0.0286	-0.0268	0.0667
Si	0.0608	0.05	-0.0034
Si	-0.1442	-0.0378	-0.0445
Si	-0.0372	0.0434	-0.1292
Si	0.0116	0.027	0.0116
Si	-0.0604	0.0648	-0.0728
Si	-0.0039	-0.0793	-0.0003
Si	0.0536	0.0026	-0.0363
Si	0.001	-0.0167	-0.04
Si	-0.1091	-0.0944	-0.0292
Si	0.1491	-0.1068	0.1145
Si	0.0878	0.0207	0.056
Si	0.0432	0.0482	0.0234
Si	-0.0103	-0.0562	0.0752
Si	-0.0302	0.0191	0.1262
Si	-0.1331	0.0135	0.0456
Si	0.1192	0.0429	0.0613
O	0.0197	0.0311	-0.041
N	0.0209	-0.0229	0.059
O	-0.086	0.0114	0.0111
O	-0.0357	0.0057	0.0065
O	0.0218	0.025	0.0158
O	-0.0124	-0.0487	-0.0384
O	-0.0144	-0.0407	0.0015
O	-0.0481	-0.0099	-0.1121
O	-0.037	0.0485	0.0292
O	-0.0018	0.0055	0.0254
O	0.0115	-0.0102	0.0687
O	0.0137	-0.0258	-0.0238
O	-0.0548	-0.0808	0.0578
O	0.003	0.0063	0.0007
O	0.0439	0.0193	0.0001
O	-0.0109	0.0054	0.0286
Si	0.0045	-0.0025	0.0099
Si	0.0191	0.0122	0.0062
Si	-0.005	0.0565	-0.0459
Si	-0.02	-0.0155	-0.0068
Si	0.0724	-0.0156	0.0844
Si	-0.0283	0.0037	-0.0703
Si	-0.0265	0.0131	-0.0068
Si	-0.01	0.019	-0.0067
Si	0.0105	-0.0185	-0.0049
Si	-0.0168	0.0278	0.0165
Si	-0.0177	0.0255	0.0295
Si	0.0172	-0.0139	-0.0429
Si	-0.0033	-0.0032	0.0149
Si	-0.0184	-0.0082	0.0122
Si	0.0057	-0.0089	-0.0319
Si	-0.0015	-0.0089	-0.0086
Si	0.0444	0.0644	0.0258
Si	0.0389	-0.0139	0.0313
Si	-0.0067	0.0454	-0.0311
Si	0.0008	0.0109	-0.0089
Si	0.0496	-0.0544	-0.0925
Si	0.0018	-0.0084	0.0001
Si	0.0069	-0.0265	0
Si	-0.0153	-0.0024	0.0051
Si	0.0151	0.0046	0.0031
Si	0.0162	-0.0115	0.0093
Si	-0.0191	-0.0219	-0.0327
Si	0.0087	0.0289	-0.0181
Si	-0.0063	-0.0363	0.0008
Si	-0.0002	-0.012	0.0247
Si	0.0224	0.0163	0.0103
Si	0.0066	0.0029	0.0197
Si	0.0098	0.0157	-0.045
Si	-0.0012	-0.0022	-0.0362
Si	-0.0061	0.0019	-0.0136
Si	-0.0006	-0.0118	0.0056
O	-0.0158	-0.0071	0.0249
O	-0.0058	-0.0117	-0.005
O	0.0053	-0.0001	0.008
O	-0.0063	0.0072	0.0084
O	-0.014	0.0357	0.0056
O	0.0007	-0.0031	0.0259
O	-0.0117	0.014	-0.0031
O	0.0006	-0.0089	0.0051
O	-0.0009	0.0145	-0.0076
O	-0.0165	0.003	0.0051
O	-0.0049	0.001	0.0145
O	-0.002	0.0009	0.0114
O	0.0331	0.048	0.0899
O	-0.1084	0.0269	0.0067
O	0.0046	0.0178	0.0006
O	0.0185	0.0071	-0.0119
O	0.0003	-0.006	0.0103
O	-0.0018	-0.0068	0.0146
O	-0.32	-0.2004	0.1219
O	0.01	-0.0021	-0.0014
O	-0.0021	-0.0129	0.0046
O	-0.0074	0.0004	-0.0122
O	-0.0005	0.0064	-0.0055
O	0.0007	-0.017	-0.014
O	-0.0035	-0.0109	-0.0055
O	0.0079	-0.0292	-0.0105
O	-0.0157	0.0196	0.0468
O	0.0041	-0.0082	0.013
O	0.0289	-0.0066	0.0096
O	0.0077	-0.0157	0.0181
O	0.0195	-0.0096	0.0286
O	0.0031	0.0017	-0.0016
O	-0.0053	0.0001	0.0173
O	-0.0029	-0.0111	0.0109
O	0.0028	-0.0037	-0.0039
O	0.0001	0.0055	0.0214
O	-0.0095	0.0007	-0.0003
O	-0.0066	-0.0139	0.0474
O	-0.0027	0.0019	-0.0061
O	0.0116	-0.0096	0.0092
O	0.0038	0.0097	0.0157
O	0.0007	-0.0109	-0.0072
O	-0.0032	-0.0002	0.0093
O	0.0043	0.0069	0.0076
O	0.0002	0.0033	0.0059
O	0.002	-0.0068	0.0032
O	0.0099	0.0051	0.0343
O	-0.0024	0.0056	0.0105
O	0.023	0.0126	-0.0126
O	-0.0032	-0.0052	0.0076
O	0.0087	0.0091	-0.0085
O	-0.0031	-0.002	0.0001
O	0.0057	-0.0001	0.001
O	-0.0101	0.027	0.0246
O	0.0052	-0.0016	0.0052
O	-0.0017	-0.0171	-0.0176
O	0.0013	-0.0065	-0.007
O	-0.0072	-0.0125	0.0262
O	-0.0124	0.0003	-0.0125
O	0.0088	-0.0036	0.0048
O	0.0219	0.0486	-0.0209
O	-0.0064	-0.013	-0.0027
O	0.0048	-0.011	-0.0029
O	-0.0028	-0.0064	0.0115
H	0.3543	0.1837	-0.118

The program warned: the cutoff lies below the one the program advises for these potential files; the forces do not sum to zero within the program's tolerance; the exchange-correlation potential is rough where the density is thin.
